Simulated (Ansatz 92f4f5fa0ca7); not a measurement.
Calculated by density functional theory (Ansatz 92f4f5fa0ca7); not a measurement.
Periodic cell of 214 atoms, Si131O81P2, from a study of silicon, its oxide and their interface. The atomic structure is a simulated model.
Doubt: the cutoff is far below the 930 eV that the study's wrapper takes by default for these files, so forces and energies are approximate.

Settings: functional PBE; potential files Ansatz PAW; basis plane waves; wave-function cutoff 580 eV; density cutoff ratio 5; exchange-correlation grid ratio 1; k mesh 1 x 1 x 1, Gamma-centred; self-consistency stop 5e-08 eV per atom in the density residual; occupations fixed; spin none; net charge 0.

Cell vectors (angstrom)
a 10.938 0 0
b 0 10.938 0
c 0 0 31.5432

Atoms: element, x, y, z (angstrom)
Si 10.371 0.4777 24.2026
Si 6.0862 10.3812 24.2612
Si 2.0687 3.2591 24.0591
Si 8.7072 2.2376 24.2697
Si 0.4382 5.0905 24.1082
Si 5.0521 5.9007 24.2091
Si 3.3764 7.631 24.1579
P 7.7079 8.6914 24.2005
Si 1.272 1.4225 25.3563
Si 6.9215 1.2884 25.4776
Si 4.0013 4.0879 25.2929
Si 9.6234 4.103 25.3759
Si 1.4593 6.8183 25.3398
Si 6.79 6.9539 25.4575
Si 4.1833 9.505 25.3524
Si 9.4257 9.6226 25.464
Si 2.7392 0.0054 26.6176
Si 8.1772 -0.0032 26.9669
Si -0.0197 2.7523 26.8469
Si 5.4285 2.7182 26.6466
Si 2.7254 5.4366 26.8029
Si 8.216 5.4968 26.6795
Si -0.0047 8.1913 26.6508
Si 5.4413 8.2311 26.8889
Si 4.0831 1.358 28.0471
Si 9.5794 1.3826 28.247
Si 1.3595 4.1101 28.2081
Si 6.8067 4.114 28.0228
Si 4.0919 6.8043 28.1747
Si 9.5881 6.8371 28.0675
Si 1.3677 9.5856 28.0212
Si 6.8052 9.5489 28.2808
Si 0.0286 -0.0182 29.5
Si 5.4268 0.0353 29.5073
Si 2.7468 2.7176 29.4901
Si 8.1673 2.7719 29.4883
Si -0.0146 5.4896 29.5005
Si 5.4824 5.4536 29.4925
Si 2.7115 8.2194 29.4702
Si 8.232 8.1744 29.5134
Si 1.3673 1.3673 30.8594
Si 6.8362 1.3673 30.8594
Si 4.1018 4.1018 30.8594
Si 9.5708 4.1018 30.8594
Si 1.3673 6.8362 30.8594
Si 6.8362 6.8362 30.8594
Si 4.1018 9.5708 30.8594
Si 9.5708 9.5708 30.8594
Si 2.7345 0 0.6835
Si 8.2035 0 0.6835
Si 0 2.7345 0.6835
Si 5.469 2.7345 0.6835
Si 2.7345 5.469 0.6835
Si 8.2035 5.469 0.6835
Si 0 8.2035 0.6835
Si 5.469 8.2035 0.6835
Si 4.1154 1.3487 2.0546
Si 9.5276 1.3922 2.0326
Si 1.3272 4.1367 2.0488
Si 6.8485 4.0758 2.0605
Si 4.0705 6.8707 2.0326
Si 9.5907 6.816 2.0543
Si 1.372 9.5634 2.0629
Si 6.8267 9.5772 2.0615
Si -0.0645 0.0008 3.3228
Si 5.4659 -0.0077 3.4945
Si 2.6934 2.7295 3.3203
Si 8.1837 2.6972 3.5059
Si -0.0259 5.475 3.5233
Si 5.4492 5.4889 3.303
Si 2.7348 8.2085 3.4925
Si 8.2292 8.1923 3.3722
Si 1.2874 1.3697 4.6764
Si 6.8379 1.3114 4.9169
Si 4.0659 4.1247 4.6553
Si 9.5307 4.0741 4.8931
Si 1.3486 6.8767 4.8909
Si 6.8335 6.8097 4.6942
Si 4.1023 9.5729 4.8889
Si 9.5729 9.5762 4.7523
Si 2.6144 0.047 6.1112
Si 8.2243 -0.1252 6.2739
Si -0.0226 2.6587 6.2054
Si 5.3766 2.772 6.0895
Si 2.7465 5.4407 6.1481
Si 8.094 5.4454 6.1893
Si -0.0082 8.3029 6.2377
Si 5.5568 8.1591 6.1606
Si 3.4846 1.9287 7.1948
Si 10.0236 0.8342 7.476
Si 1.7791 3.6566 7.36
Si 6.2111 4.5345 7.3927
Si 4.6354 6.3174 7.2671
Si 9.1566 7.202 7.3286
Si 0.8917 10.1584 7.5282
Si 7.4 8.8974 7.4973
O 4.5732 6.61 8.8953
O 1.3892 3.9933 8.9446
O 9.7618 6.5687 8.7403
O 1.3054 10.1104 9.1604
O 6.0856 4.2337 9.0345
O 3.7126 1.5867 8.7805
O 7.1202 8.9715 9.1447
O 9.6558 1.0827 9.079
O 8.2477 2.6024 22.7346
O 10.9157 5.7035 22.6221
O 5.8176 -0.0895 22.681
O 5.4863 5.5384 22.6492
O 2.1218 2.8362 22.456
O 3.384 7.84 22.5062
O -0.3521 11.0328 22.5939
Si 2.173 2.9841 12.887
Si 8.6845 1.3026 10.3641
Si 1.1105 4.5149 15.347
Si 7.5648 5.5805 12.1928
Si 2.4758 8.1551 21.1992
Si 5.4263 7.7735 12.4852
Si 9.2806 0.4617 15.5072
Si 2.9481 -0.0391 16.669
Si 10.4735 1.1739 12.6099
Si 7.7708 2.836 21.2159
Si 9.1461 8.7905 14.4733
Si 1.4714 4.7956 10.3619
Si 4.5357 9.4874 19.1408
Si 11.1116 6.1088 21.0509
Si 6.6328 10.4556 14.8514
Si 5.4476 0.6634 21.2822
Si 2.3481 9.8148 10.3933
Si 0.4702 10.561 21.2794
Si 5.9484 5.3369 21.1145
Si 3.6458 7.0975 10.1164
Si 9.0951 5.6918 14.8147
Si 3.7355 4.0857 19.1246
Si 10.0621 3.6417 19.3259
Si 4.2818 8.6633 15.379
Si 0.484 1.9228 17.1552
Si 6.9059 7.554 19.1513
Si 5.3165 3.6259 16.7433
Si 7.8512 4.9899 17.4901
Si 6.6745 9.9163 10.3982
Si 4.3792 1.0582 10.1356
Si -0.0241 9.1012 11.9125
P 9.2226 8.6511 20.801
Si 4.5712 1.672 14.5759
Si 2.5236 2.037 21.0951
Si 6.3337 3.3399 10.3753
Si 3.4715 5.9158 16.7602
Si 9.8801 6.557 10.3545
O 0.1665 2.6175 18.5948
O 2.9513 9.6322 15.5957
O 10.9178 4.7383 20.1895
O 7.5606 2.3785 9.9284
O 10.9247 5.3633 10.806
O 6.5998 6.7106 12.8767
O 10.3115 8.0793 10.7955
O 7.683 9.4625 14.0087
O 8.4058 6.23 10.9605
O 5.3632 10.497 20.1029
O 2.1691 3.7551 11.4327
O 8.1967 8.5294 19.5186
O 6.3682 6.7864 20.4947
O 5.5232 2.7324 15.3946
O 1.3777 0.8931 20.7297
O 6.0787 9.0342 11.6464
O 4.678 5.007 16.1474
O 6.6804 3.8661 17.6081
O 10.5555 10.6845 11.8217
O 5.5994 0.5019 13.9908
O 8.1024 5.036 15.897
O 9.7414 9.8214 15.6021
O -0.3322 5.1924 15.0943
O 1.6431 6.7972 20.8027
O 1.5318 0.6439 17.1727
O 6.5943 1.7567 20.8731
O 1.0092 1.8274 12.8467
O 3.2589 5.4712 18.343
O 9.5251 2.017 11.5842
O 1.0322 3.115 16.1836
O 8.6365 5.1592 13.3474
O 10.294 8.5963 13.3264
O 1.4991 9.3633 21.6872
O 10.3039 9.8259 20.2444
O 3.1713 0.2202 10.8979
O 5.0649 2.3839 10.8377
O 1.8046 4.1681 13.9281
O 7.9463 10.8479 10.856
O 9.1952 4.495 18.2433
O 5.6574 9.5037 15.7772
O 5.537 -0.0249 9.8108
O 3.6042 2.2973 13.3871
O 2.0254 5.6498 16.0648
O 9.7179 1.0483 14.0442
O 4.3974 6.9446 11.5409
O 4.7801 4.5919 20.2635
O 9.9779 1.3533 16.6509
O 6.7013 4.3045 11.6465
O 5.6793 8.4602 18.5664
O 9.0717 2.7062 20.2354
O 3.6359 1.1363 15.7912
O 4.3102 3.0885 17.9364
O 10.0127 7.2264 20.5544
O 3.364 8.6766 9.8257
O 3.964 7.4331 16.412
O 7.6456 0.4935 15.7065
O 8.9354 7.2986 15.0461
O 3.9785 1.3651 21.3938
O 1.6014 9.1317 11.6978
O 2.3208 6.1707 10.1701
O 7.3566 6.4435 18.045
O 7.2583 4.3737 21.0556
O 4.5659 8.2197 13.8175
O 3.4025 8.6234 19.9473
O 2.633 3.1525 19.8956
O 3.7756 10.3698 17.9839

Results
free energy: -130854.752 eV
free energy less fixed offsets of O -568.88, P -755.39, Si -635.61 eV per atom: 0.218 eV

Forces (eV/angstrom), in the order of the atoms: element, x, y, z
Si -0.075 -0.1362 -0.105
Si 0.0676 0.1659 -0.3241
Si 0.0373 -0.0223 0.0497
Si -0.064 -0.0068 0.025
Si 0.0108 0.0805 0.0361
Si 0.2116 0.0795 -0.0495
Si 0.0274 -0.0362 0.0055
P 0.1054 -0.1952 -0.0689
Si 0.0146 0.0823 0.1107
Si 0.003 0.068 0.1028
Si -0.0935 -0.0181 0.0187
Si 0.0807 -0.024 0.0602
Si -0.0326 -0.0669 0.0438
Si -0.0033 0.294 -0.0124
Si -0.0596 -0.0101 0.0835
Si -0.2653 -0.0126 -0.0383
Si -0.0457 0.0363 -0.1485
Si 0.2798 -0.0332 0.2064
Si 0.0424 -0.0345 0.2186
Si 0.0141 0.0072 -0.134
Si 0.0567 0.0199 0.1334
Si -0.0577 0.0533 -0.1516
Si 0.0134 0.1139 -0.1985
Si 0.0227 -0.2735 0.1836
Si 0.0013 0.031 0.078
Si -0.0895 0.0921 -0.3111
Si 0.0226 -0.0929 -0.3486
Si 0.0243 -0.077 0.1441
Si -0.1942 0.1326 -0.0454
Si 0 -0.0367 0.1184
Si -0.0197 -0.0406 0.1243
Si 0.0407 0.1166 -0.3501
Si 0.0543 -0.0235 -0.0156
Si 0.0141 -0.0066 0.0981
Si 0.0185 0.0008 0.0151
Si -0.0165 0.0475 0.0586
Si -0.0449 0.0199 0.0974
Si 0.0095 -0.0253 -0.0282
Si 0.0065 -0.0848 0.0378
Si 0.0209 -0.0395 -0.0067
Si 0.2009 -0.1181 0.1139
Si -0.1988 0.1907 -0.0475
Si 0.1323 -0.1737 0.0299
Si -0.1977 0.1655 -0.053
Si -0.0893 0.2192 -0.0674
Si 0.1038 -0.2261 0.1167
Si -0.2575 0.0787 -0.0719
Si 0.1879 -0.098 0.107
Si 0.0676 -0.1509 0.1276
Si -0.2384 0.0427 -0.1205
Si -0.2118 0.1417 -0.073
Si 0.088 -0.1349 0.0995
Si -0.192 0.1409 -0.0901
Si 0.1077 -0.1887 0.1661
Si 0.1708 -0.1586 0.1173
Si -0.0573 0.178 -0.0886
Si 0.0199 -0.0051 -0.0302
Si -0.0156 0.0817 -0.0057
Si -0.0389 0.052 0.0379
Si 0.0441 -0.0228 -0.0674
Si -0.0587 0.0285 -0.0081
Si 0.0067 0.0009 -0.0256
Si 0.0126 -0.0072 -0.0713
Si 0.0125 0.0034 0.0589
Si 0.1769 -0.0568 0.31
Si -0.0199 0.0128 -0.1069
Si 0.0613 -0.0185 0.3328
Si -0.0324 0.0851 -0.106
Si 0.0106 -0.0067 -0.1441
Si 0.0538 -0.1072 0.3833
Si -0.0397 0.0271 -0.0945
Si -0.0761 -0.0375 0.1779
Si -0.0325 0.0335 -0.1465
Si -0.0031 -0.0127 0.0998
Si -0.0492 0.0073 -0.1942
Si 0.0049 -0.0529 0.1329
Si 0.0455 -0.0232 0.117
Si -0.0182 0.0107 -0.1592
Si -0.0028 -0.0292 0.1039
Si -0.0235 0.0126 -0.1013
Si -0.0092 -0.0369 -0.0587
Si 0.0083 -0.0052 0.0029
Si 0.0488 -0.0131 -0.0366
Si 0.0305 0.0061 -0.0754
Si 0.024 -0.0503 -0.0355
Si -0.0201 -0.0035 -0.0473
Si 0.0048 0.0194 -0.0356
Si 0.0222 -0.0077 -0.0236
Si -0.0908 0.1144 -0.0393
Si -0.0192 0.016 -0.016
Si -0.0185 0.0069 -0.0645
Si -0.0136 0.0071 -0.0118
Si -0.0066 -0.0172 -0.0386
Si 0.0122 0.0136 -0.0287
Si 0.0135 0.0087 0.0116
Si 0.0146 -0.0048 -0.0515
O -0.0174 0.0251 0.028
O -0.0065 0.012 0.0447
O -0.0059 -0.0066 0.0194
O 0.0139 -0.0072 -0.0132
O 0.0098 -0.0398 0.0379
O 0.0221 -0.0009 -0.0063
O 0.0036 0.0089 0.0459
O -0.0109 0.002 0.0126
O 0.0325 0.0048 0.0092
O -0.0061 -0.0474 -0.0032
O -0.0775 0.0987 -0.0687
O -0.0971 -0.0455 0.0113
O -0.0066 -0.0075 -0.0583
O 0.018 0.0025 -0.0218
O 0.0501 0.1401 0.1519
Si -0.0127 -0.0119 0.0104
Si 0.0268 0.0096 -0.0024
Si -0.0043 -0.0001 0.0198
Si 0.01 0.0103 0.0139
Si -0.016 -0.051 -0.0158
Si 0.0097 -0.0099 0.0147
Si -0.011 -0.0131 0.012
Si -0.0336 0.0072 -0.0385
Si 0.0005 -0.0136 0.0522
Si 0.0646 -0.0207 -0.0349
Si 0.0012 0.0076 0.0242
Si 0.013 -0.0352 -0.0161
Si 0.0133 0.0266 -0.0554
Si -0.0129 0.037 0.0084
Si 0.0478 0.0065 0.0264
Si 0.0108 -0.0546 0.1079
Si -0.0223 -0.0322 0.0249
Si -0.0185 -0.1094 -0.1061
Si -0.0197 0.0201 -0.0243
Si 0.0064 -0.0454 0.0036
Si 0.0221 0.0122 0.0152
Si 0.0079 -0.0137 -0.0196
Si 0.0105 -0.0187 -0.0034
Si -0.0202 0.021 0.0047
Si -0.0025 -0.0302 -0.0133
Si 0.0935 -0.0119 0.1385
Si 0.0194 -0.0118 -0.0101
Si -0.0174 -0.0004 -0.0148
Si -0.0129 -0.0149 0.0237
Si -0.0219 -0.0055 0.0076
Si -0.0165 -0.0011 0.0437
P -0.1826 0.0678 0.2215
Si 0.002 -0.0092 0.0123
Si -0.0466 0.0507 0.0513
Si 0.0589 0.037 -0.0105
Si -0.0086 -0.001 -0.029
Si 0.0015 -0.0168 0.0142
O -0.0041 -0.0016 0.0357
O 0.0182 -0.0124 0.0002
O 0.0102 -0.0203 -0.0208
O -0.002 0.0233 0.0191
O -0.0001 -0.0008 0.0024
O -0.0057 0.0085 -0.0097
O 0.0062 -0.0036 -0.0203
O -0.0108 -0.0051 -0.0156
O -0.0007 -0.0051 -0.0129
O -0.0043 -0.0135 0.0046
O 0.009 -0.0069 -0.0004
O 0.0194 0.0759 -0.132
O -0.002 -0.0333 0.0184
O -0.004 0.0002 -0.0055
O 0.0139 -0.0182 -0.0036
O 0.0007 0.0288 -0.0313
O 0.0031 0.0041 0.0097
O 0.0053 -0.01 0.004
O -0.0094 -0.0089 -0.0225
O -0.0016 -0.0003 -0.0078
O 0.004 -0.0134 0.0176
O 0.0072 -0.0047 -0.023
O 0.0043 -0.0012 -0.0068
O 0.0038 -0.0214 -0.0016
O 0.0114 -0.0067 0.0189
O -0.0495 -0.0076 -0.0123
O 0.0153 -0.0037 -0.0108
O 0.0279 0.0126 0.0187
O -0.0186 0.0024 -0.0325
O -0.0049 0.0045 -0.0052
O -0.0104 -0.0037 -0.0148
O 0.0123 0.0027 -0.0183
O -0.0509 0.044 -0.0354
O 0.1941 0.1552 -0.0709
O 0.0049 0.0344 0.0008
O -0.0391 -0.031 -0.0037
O 0.0042 -0.0013 -0.0101
O -0.0215 -0.0037 -0.002
O 0.0054 0.001 0.0107
O -0.0036 -0.007 0.0046
O 0.0137 0.001 -0.0581
O 0.0006 0.0048 -0.0045
O 0.0105 -0.0078 -0.0104
O 0.0128 0.0074 -0.0126
O -0.0045 0.0013 -0.0093
O -0.0013 0.0046 -0.025
O 0.0069 0.0009 0.0056
O -0.013 -0.0247 -0.0167
O -0.0192 0.015 -0.0281
O 0.0223 0.0047 -0.0126
O 0.0072 0.0016 0.0111
O -0.0011 0.0001 0.0167
O 0.0688 -0.0897 -0.0494
O 0.003 0.009 -0.0059
O 0.0106 -0.0122 0.0091
O -0.0072 -0.0095 0.0006
O -0.0091 -0.0087 -0.002
O 0.0192 -0.021 -0.0188
O 0.0219 0.0065 -0.0279
O 0.012 0.0157 0.0177
O 0.0015 0.0189 -0.0072
O 0.0122 -0.0277 -0.013
O 0.0067 -0.0079 -0.0217
O -0.0123 0.004 -0.0007
O 0.0081 -0.0063 -0.015
O 0.031 -0.0309 0.0628

The program warned: the cutoff lies below the one the program advises for these potential files; the exchange-correlation potential is rough where the density is thin.
